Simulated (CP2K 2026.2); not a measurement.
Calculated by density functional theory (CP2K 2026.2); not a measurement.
Periodic cell of 508 atoms, Si360O148, from a study of silicon, its oxide and their interface. The atomic structure is a simulated model.
Doubt: the forces sum to 1.14 eV/angstrom along one axis rather than to zero, so they err by at least 0.0022 eV/angstrom per atom on average; the grid cutoff is modest.

Settings
functional: PBE
method: Gaussian and plane waves
basis set: DZVP-MOLOPT-SR-GTH
pseudopotentials: GTH-PBE
grid cutoff: 350 Ry, relative cutoff 50 Ry
k points: Gamma only
occupations: fixed
spin: none
net charge: 0

Cell vectors (angstrom)
a	16.32	0	0
b	0	16.32	0
c	-5.3907	5.0845	33.9592

Atoms and the computed forces on them: element, x, y, z (angstrom), force x, y, z (eV/angstrom)
Si	8.108	18.588	31.881	0.045	0.1	0.697
Si	9.763	14.609	28.226	0.009	-0.07	0.038
Si	6.898	20.706	29.866	0.017	0.052	0.01
Si	5.722	7.889	26.499	-0.038	0.022	-0.008
Si	3.816	10.954	29.851	0.197	0.012	0.069
Si	-1.807	14.845	28.894	0.074	0.052	-0.063
Si	11.432	19.332	28.428	0.009	-0.081	0.013
Si	8.152	8.472	31.22	-0.023	-0.136	0.092
Si	-2.734	7.567	31.927	0.166	0.153	0.535
Si	-0.52	11.403	31.07	-0.021	0.041	0.102
Si	7.561	13.153	26.844	0.094	0.018	-0.036
Si	9.426	10.837	25.829	0.072	0.101	0.062
Si	2.238	17.61	29.59	-0.066	-0.012	0.024
Si	5.061	5.04	32.141	0.458	0.054	0.505
Si	-1.951	5.024	30.355	0.012	0.037	0.062
Si	4.683	13.295	27.94	0.067	0.092	-0.032
Si	8.378	8.435	0.246	0.088	-0.077	0.734
Si	6.183	16.053	31.974	-0.201	-0.035	0.709
Si	15.775	15.555	0.044	-0.139	0.014	0.534
Si	3.252	3.149	0.14	0.049	0	0.001
Si	0.293	5.625	0.232	-0.127	-0.105	0.737
Si	2.41	7.927	0.155	0.184	0.183	0.781
Si	15.669	10.174	0.037	-0.122	0.056	0.512
Si	3.258	14.13	0.085	0.006	0.03	0.003
Si	4.948	15.877	0.274	-0.162	-0.304	0.567
Si	3.33	8.508	33.955	0.154	0.033	0.502
Si	4.895	5.01	0.06	-0.078	-0.273	0.563
Si	-0.32	16.652	30.855	0.056	-0.061	0.153
Si	0.571	16.473	33.859	0.052	0.218	0.504
Si	7.656	13.15	0.015	-0.01	-0.003	-0.015
Si	11.414	0.503	0.205	-0.009	-0.036	0.038
Si	13.131	2.159	0.093	-0.195	-0.023	0.652
Si	10.497	5.076	0.05	0.067	0.018	-0.066
Si	13.918	8.554	0.347	-0.054	-0.017	-0.01
Si	10.647	10.598	0.133	0.45	0.397	0.066
Si	13.92	14	0.183	-0.047	-0.001	-0.086
Si	14.957	1.193	1.23	0.011	0.017	-0.078
Si	1.49	4.049	1.458	-0.005	0.011	-0.075
Si	14.983	6.798	1.457	-0.005	-0.044	-0.038
Si	1.211	9.502	1.378	-0.014	-0.003	-0.022
Si	14.939	12.151	1.248	-0.015	-0.048	0.012
Si	1.364	14.908	1.314	0.013	0.009	-0.032
Si	4.071	1.373	1.468	-0.051	0.016	0.015
Si	6.807	4.141	1.241	-0.053	-0.03	-0.009
Si	4.043	6.771	1.394	0.003	-0.009	-0.057
Si	6.798	9.686	1.379	-0.049	0.012	-0.019
Si	4.185	12.299	1.246	0.012	-0.044	-0.056
Si	6.748	14.864	1.389	0.039	0.021	-0.07
Si	9.572	1.529	1.275	-0.022	-0.016	-0.037
Si	12.191	3.998	1.316	0.017	0.017	-0.079
Si	9.538	6.77	1.408	-0.022	-0.019	-0.048
Si	12.21	9.555	1.554	-0.055	0.01	0.012
Si	9.44	12.243	1.311	0.006	0.035	-0.013
Si	12.275	15.039	1.454	-0.051	0.008	-0.032
Si	13.666	16.316	2.824	-0.034	-0.025	-0.038
Si	-0.001	2.628	2.608	-0.008	-0.003	0.022
Si	13.569	5.38	2.666	-0.017	0.011	0.023
Si	-0.009	8.142	2.859	-0.008	-0.008	-0.014
Si	13.568	10.975	2.793	0.055	-0.007	-0.046
Si	0.069	13.451	2.66	-0.043	0.02	-0.034
Si	2.593	16.371	2.742	0.024	-0.057	-0.022
Si	5.56	2.699	2.708	-0.006	0.036	-0.042
Si	2.746	5.452	2.855	-0.027	0.016	0.011
Si	5.436	8.209	2.646	-0.003	-0.027	0.019
Si	2.721	10.908	2.566	0.015	0.014	0.011
Si	5.431	13.562	2.817	-0.021	-0.027	-0.026
Si	8.185	16.36	2.563	-0.017	0.019	0.003
Si	10.864	2.751	2.809	0.021	-0.002	-0.035
Si	8.081	5.489	2.73	0.046	-0.02	-0.015
Si	10.899	8.089	2.801	-0.014	0.015	0.022
Si	8.166	10.929	2.81	0.033	0.044	-0.011
Si	10.829	13.633	2.65	0.018	-0.069	0.008
Si	15.031	14.876	4.059	0.026	-0.005	-0.013
Si	1.291	1.37	4.123	-0.005	0.023	0.013
Si	14.967	4.028	3.992	0	-0.034	0.051
Si	1.369	6.798	4.186	-0.013	-0.018	0.018
Si	14.925	9.552	4.122	0.014	-0.033	-0.001
Si	1.417	12.191	4.07	-0.005	-0.028	0.027
Si	4.023	14.982	4.06	-0.011	-0.012	-0.021
Si	6.867	1.329	4.057	0.012	-0.005	0.028
Si	4.16	4.054	4.089	-0.008	0.042	-0.029
Si	6.767	6.867	4.076	0.009	0.008	0.023
Si	4.047	9.54	3.996	-0.016	0.005	0.001
Si	6.803	12.251	4.174	0.016	0.011	0.006
Si	9.5	15.009	4.011	0.002	0.016	0.004
Si	12.257	1.372	4.123	0.003	0.013	0.012
Si	9.472	4.123	4.099	-0.011	0.005	-0.01
Si	12.267	6.736	4.112	0.006	-0.003	0.001
Si	9.521	9.499	4.106	-0.008	0.008	-0.007
Si	12.188	12.318	4.092	-0.004	0.02	0.042
Si	-0.007	16.279	5.46	-0.012	-0.009	0.003
Si	2.731	2.721	5.421	-0.016	-0.008	0.013
Si	-0.025	5.392	5.429	-0.019	-0.017	-0.004
Si	2.742	8.198	5.455	0.014	0.004	0.002
Si	0.021	10.874	5.447	0.009	0.014	0.009
Si	2.715	13.6	5.441	0	0.007	0.003
Si	5.439	16.323	5.4	0.002	-0.001	-0.006
Si	8.169	2.714	5.448	0.008	-0.027	0.018
Si	5.456	5.461	5.447	0.002	-0.007	0
Si	8.144	8.172	5.462	0.004	0.001	0.02
Si	5.408	10.858	5.436	-0.021	-0.008	0.003
Si	8.172	13.652	5.443	0.018	0.038	0.007
Si	10.876	16.316	5.428	-0.005	-0.037	0.003
Si	13.621	2.732	5.446	0.012	0.022	-0.017
Si	10.86	5.439	5.466	0.013	-0.01	0.019
Si	13.593	8.148	5.456	-0.004	0.003	0.009
Si	10.875	10.891	5.437	0.011	0.007	0.001
Si	13.604	13.617	5.445	-0.017	-0.006	0.002
Si	-1.345	17.682	12.235	0.012	0	0.003
Si	1.353	4.097	12.25	-0.022	0.012	-0.007
Si	-1.35	6.787	12.238	0.017	-0.027	-0.009
Si	1.351	9.523	12.238	-0.011	0.007	0.003
Si	-1.37	12.234	12.243	-0.016	0.017	0
Si	1.372	14.953	12.24	0.027	-0.019	-0.004
Si	4.079	17.7	12.24	-0.019	0.015	-0.003
Si	6.802	4.079	12.247	0.021	-0.019	0.002
Si	4.075	6.794	12.244	0.01	-0.004	-0.004
Si	6.777	9.524	12.248	-0.019	0.02	-0.008
Si	4.082	12.227	12.24	0.014	-0.023	-0.011
Si	6.795	14.97	12.226	-0.005	0.014	0
Si	9.527	17.674	12.237	0.013	-0.028	-0.009
Si	12.239	4.093	12.225	-0.003	0.02	-0.002
Si	9.507	6.808	12.248	-0.007	0.018	-0.005
Si	12.24	9.504	12.24	0.02	-0.016	-0.001
Si	9.524	12.236	12.231	0.009	-0.006	0.005
Si	12.231	14.969	12.238	-0.026	0.012	-0.012
Si	13.609	16.326	13.587	-0.012	-0.006	-0.011
Si	-0.008	2.736	13.607	0.018	0.006	0.004
Si	13.602	5.432	13.596	0.008	0.022	0.004
Si	0.007	8.153	13.597	-0.004	0	-0.004
Si	13.597	10.861	13.601	-0.01	-0.01	0
Si	0.016	13.581	13.592	0	0.001	-0.003
Si	2.722	16.334	13.592	0.004	0.003	-0.003
Si	5.441	2.731	13.615	-0.009	-0.006	0.003
Si	2.715	5.454	13.62	-0.012	-0.005	-0.004
Si	5.413	8.16	13.613	0.004	0.006	-0.005
Si	2.719	10.866	13.602	0.013	0.023	-0.001
Si	5.443	13.601	13.58	-0.005	-0.007	-0.011
Si	8.157	16.318	13.591	0.008	0.012	-0.004
Si	10.887	2.731	13.58	0.002	-0.006	-0.009
Si	8.144	5.452	13.611	-0.008	-0.002	0.007
Si	10.88	8.15	13.611	-0.004	-0.013	0.008
Si	8.158	10.879	13.588	-0.006	-0.002	-0.006
Si	10.871	13.604	13.592	0.019	0.006	-0.002
Si	-1.342	14.956	14.926	-0.006	-0.013	0.003
Si	1.367	17.704	14.95	-0.008	-0.001	-0.019
Si	-1.384	4.076	14.984	-0.026	-0.026	0.002
Si	1.379	6.838	14.99	0.033	0.032	0.017
Si	-1.356	9.494	14.96	0.002	-0.012	-0.007
Si	1.368	12.218	14.967	-0.006	-0.02	-0.001
Si	4.087	14.963	14.931	-0.008	0.003	-0.015
Si	6.81	17.679	14.957	0.014	0.002	-0.01
Si	4.081	4.101	14.978	0.002	0	0.004
Si	6.768	6.807	14.976	-0.01	-0.007	-0.002
Si	4.035	9.491	14.992	-0.03	-0.05	0.009
Si	6.816	12.258	14.942	0.025	0.022	-0.009
Si	9.494	14.945	14.957	-0.018	-0.01	0.012
Si	12.277	17.723	14.938	0.026	0.025	0.005
Si	9.526	4.084	14.943	0.004	-0.008	-0.011
Si	12.254	6.786	14.963	0.003	0.003	-0.013
Si	9.496	9.505	14.953	-0.003	0.006	-0.009
Si	12.226	12.23	14.936	-0.005	-0.001	-0.007
Si	-0.043	16.38	16.282	0.004	0.013	-0.025
Si	2.766	2.692	16.32	-0.022	-0.017	0.008
Si	-0.014	5.473	16.275	-0.013	0.018	0.003
Si	2.698	8.164	16.468	0.007	0.033	-0.023
Si	0.073	10.771	16.324	0.019	-0.006	-0.038
Si	2.686	13.654	16.286	-0.003	0.008	0.007
Si	5.5	16.255	16.297	0.015	-0.011	-0.024
Si	8.124	2.779	16.301	-0.007	-0.011	-0.012
Si	5.36	5.519	16.37	-0.02	-0.005	-0.022
Si	8.174	8.112	16.325	0.004	-0.006	0.014
Si	5.443	10.877	16.236	0.021	0.019	-0.002
Si	8.146	13.592	16.376	0.01	0.009	-0.013
Si	10.889	16.35	16.209	-0.006	0.021	-0.02
Si	13.601	2.723	16.41	-0.015	-0.007	-0.026
Si	10.944	5.37	16.312	0.022	-0.001	-0.02
Si	13.565	8.185	16.329	0.006	-0.028	-0.01
Si	10.798	10.928	16.29	-0.019	-0.014	-0.023
Si	13.678	13.521	16.255	-0.005	-0.011	0.004
Si	-1.347	17.678	17.769	0.022	-0.01	-0.006
Si	1.364	4.104	17.575	-0.004	0.008	0.057
Si	-1.373	6.814	17.66	0.021	0.033	0.025
Si	1.328	9.484	17.896	-0.021	-0.019	0.021
Si	-1.268	12.118	17.624	-0.058	0.033	0.03
Si	1.299	15.051	17.624	0.023	-0.039	0.035
Si	4.173	17.601	17.633	-0.042	0.045	0.047
Si	6.74	4.166	17.661	0.044	-0.038	0.026
Si	4.035	6.821	17.887	0.032	-0.043	0.012
Si	6.777	9.515	17.6	-0.011	-0.036	0.065
Si	4.079	12.255	17.539	-0.038	-0.009	0.058
Si	6.805	14.938	17.776	-0.011	0.004	-0.001
Si	9.536	17.721	17.564	0.051	-0.001	0.035
Si	12.236	4.057	17.816	0.013	0.008	0.022
Si	9.59	6.708	17.631	-0.051	0.038	0.03
Si	12.15	9.593	17.614	0.039	-0.026	0.034
Si	9.462	12.215	17.765	0.006	-0.018	-0.005
Si	12.282	14.946	17.453	-0.003	0.011	0.056
Si	-2.762	16.207	18.969	0.001	-0.018	0.07
Si	0.083	19.107	19.022	-0.05	0.001	0.031
Si	-2.677	5.479	19.097	-0.002	-0.006	0.048
Si	-0.127	8.063	19.244	0.032	0.009	0.074
Si	-2.728	10.845	18.988	0.009	-0.021	-0.021
Si	0.022	13.584	18.95	0.051	-0.037	0.006
Si	2.737	16.332	19.005	-0.03	-0.033	-0.006
Si	5.457	19.034	19.001	0.051	-0.033	0.005
Si	2.573	5.386	19.14	-0.022	0.032	0.077
Si	5.484	8.265	19.133	-0.041	-0.009	0.041
Si	2.785	10.998	19.031	-0.008	-0.009	-0.003
Si	5.366	13.52	19.045	0.018	0.026	0.076
Si	8.24	16.388	18.989	-0.035	0.01	0.089
Si	10.814	18.974	19.118	-0.022	0.007	0.053
Si	8.188	5.435	19.035	-0.007	-0.047	0.003
Si	10.852	8.171	18.965	0.047	-0.011	-0.017
Si	8.039	10.817	19.097	-0.015	0.016	0.073
Si	10.958	13.657	18.878	-0.027	0.011	0.066
Si	-1.847	14.362	20.137	-0.177	-0.04	-0.522
Si	1.915	18.2	20.193	0.024	0.013	-0.003
Si	-0.982	4.4	20.382	0.218	0.337	-0.442
Si	0.763	6.219	20.524	-0.036	0.005	-0.071
Si	-2.025	9.029	20.356	-0.014	-0.193	-0.611
Si	1.851	12.816	20.238	0.016	0.056	-0.008
Si	3.606	14.51	20.25	-0.231	-0.167	-0.495
Si	7.297	18.164	20.224	0.19	0.278	-0.694
Si	3.621	3.558	20.227	-0.152	-0.064	-0.566
Si	7.365	7.306	20.219	0.021	0.049	-0.017
Si	4.488	10.057	20.378	-0.038	0.031	0.004
Si	6.237	11.756	20.378	-0.038	-0.041	-0.024
Si	10.068	15.426	20.122	0.169	0.205	-0.631
Si	11.786	17.109	20.22	-0.025	-0.007	0
Si	9.003	3.615	20.35	-0.138	-0.177	-0.617
Si	12.596	7.262	20.253	0.31	0.205	-0.586
Si	9.751	10.597	22.774	-0.051	-0.044	-0.107
Si	12.712	12.716	20.111	-0.011	0.039	0.013
Si	-1.663	12.731	26.652	0.005	0.099	0.066
Si	3.805	15.77	23.07	0.02	-0.038	-0.165
Si	-2.926	4.958	27.408	-0.018	-0.099	-0.027
Si	-2.577	3.542	22.984	-0.023	-0.116	-0.162
Si	5.899	9.372	23.974	-0.031	0.101	-0.089
Si	9.259	4.852	23.307	-0.091	-0.104	-0.242
Si	1.237	19.174	24.961	0.074	-0.079	0.081
Si	-4.078	10.268	29.054	-0.051	0.056	-0.056
Si	6.484	17.227	23.197	-0.003	-0.045	-0.11
Si	10.563	14.872	23.059	0.004	0.031	-0.211
Si	-3.608	7.574	25.763	0.04	0.037	0.093
Si	0.772	5.228	31.394	0.059	-0.106	0.083
Si	7.761	13.379	32.143	0.214	0.047	0.644
Si	3.29	17.913	26.819	-0.069	0.037	0.041
Si	-1.29	9.056	29.567	0.076	-0.023	0.006
Si	-1.482	10.727	22.887	-0.126	-0.026	-0.115
Si	1.317	17.517	22.313	0.253	0.235	-0.611
Si	4.366	5.06	22.753	-0.101	-0.11	-0.034
Si	4.319	5.431	25.647	0.003	-0.037	-0.054
Si	-1.496	19.014	25.815	-0.103	0.094	0.031
Si	-1.165	15.821	22.705	-0.086	-0.19	-0.143
Si	12.354	17.231	22.496	-0.193	-0.092	-0.692
Si	7.909	6.981	28.607	-0.063	0.026	0.104
Si	9.065	9.017	20.261	-0.154	-0.085	-0.503
Si	3.847	15.13	30.108	0.045	-0.023	0.053
Si	8.013	18.981	25.211	0.016	-0.059	0.004
Si	3.29	8.302	28.533	0.078	-0.074	-0.015
Si	-1.347	9.805	25.901	-0.082	-0.026	-0.09
Si	10.436	14.041	31.161	-0.028	0.061	0.174
Si	10.257	8.456	27.402	-0.041	0.011	-0.047
Si	3.309	9.748	22.428	0.417	0.078	-0.666
Si	2.946	19.254	31.952	-0.316	-0.229	0.647
Si	5.774	19.599	27.289	-0.018	0.027	-0.117
Si	-2.978	13.249	31.228	0.083	0.032	0.124
Si	1.857	7.002	22.493	-0.414	-0.249	-0.477
Si	1.283	12.093	22.372	0.162	0.266	-0.571
Si	3.071	14.892	25.825	0.057	0.049	-0.068
Si	2.077	12.777	31.41	-0.035	0.148	-0.047
Si	0.36	14.078	24.664	0.057	-0.074	-0.116
Si	11.046	9.26	31.51	0.012	0.031	0.115
Si	0.397	7.844	27.341	-0.027	0.007	0.039
Si	6.092	10.729	31.891	-0.403	-0.229	0.586
Si	11.741	12.555	27.029	-0.098	-0.108	0.051
Si	2.973	7.166	31.304	0.033	0.156	-0.024
Si	-3.385	17.115	27.285	-0.1	0.032	0.112
Si	9.998	17.323	26.865	0.133	0.066	-0.031
Si	12.084	6.182	23.168	-0.116	0.015	-0.143
Si	7.135	11.974	22.548	-0.386	-0.066	-0.6
Si	10.901	19.208	31.369	-0.107	0.109	0.226
Si	7.805	14.52	24.207	0.069	-0.084	-0.096
Si	6.978	6.773	22.424	0.102	0.235	-0.588
Si	12.29	12.357	22.362	0.012	0.241	-0.656
Si	-2.576	18.632	31.805	0.247	0.226	0.732
Si	1.314	5.946	25.31	0.053	0.048	0.02
Si	14.957	1.344	6.802	-0.021	-0.031	0
Si	1.364	4.067	6.793	0.007	0.014	0
Si	14.957	6.779	6.798	-0.003	-0.003	0.006
Si	1.365	9.525	6.82	-0.011	-0.009	0.001
Si	14.964	12.24	6.793	0.007	-0.008	0.003
Si	1.364	14.948	6.819	-0.005	0.002	0.008
Si	4.085	1.358	6.781	0.002	-0.014	-0.001
Si	6.807	4.085	6.8	0.007	0.011	0.002
Si	4.089	6.813	6.804	-0.008	0.007	-0.002
Si	6.776	9.521	6.813	-0.002	-0.007	0.007
Si	4.073	12.239	6.801	0.006	0.005	0.001
Si	6.79	14.983	6.796	-0.002	-0.009	0
Si	9.529	1.358	6.804	0.014	0.019	0.007
Si	12.242	4.079	6.805	-0.014	-0.003	-0.002
Si	9.51	6.81	6.817	0.005	0.007	0.003
Si	12.23	9.523	6.801	-0.01	-0.005	0.004
Si	9.52	12.259	6.793	0.005	0.011	-0.005
Si	12.241	14.97	6.801	0.014	0.016	0.013
Si	13.592	16.325	8.17	-0.02	0.028	0.014
Si	0.01	2.702	8.154	0.006	-0.015	-0.007
Si	13.591	5.442	8.167	-0.02	0.005	0.001
Si	0.002	8.145	8.155	0.025	-0.011	0.009
Si	13.607	10.874	8.154	0.013	-0.011	0.001
Si	-0.009	13.598	8.17	-0.007	0.015	-0.003
Si	2.733	16.319	8.157	0.01	-0.015	0.004
Si	5.433	2.728	8.15	-0.015	0.011	0.003
Si	2.714	5.448	8.148	-0.011	0.022	0.006
Si	5.44	8.155	8.181	0.006	-0.012	0.002
Si	2.715	10.89	8.175	-0.009	-0.002	-0.011
Si	5.443	13.603	8.152	0.015	0.001	0
Si	8.154	16.332	8.16	-0.011	0	-0.008
Si	10.888	2.716	8.165	0.024	-0.016	0.005
Si	8.16	5.437	8.171	0.017	-0.011	0.003
Si	10.869	8.174	8.168	-0.014	0.013	0.011
Si	8.149	10.896	8.149	-0.008	0.02	0.004
Si	10.888	13.599	8.159	0.01	-0.024	-0.004
Si	-1.365	14.962	9.527	-0.003	-0.003	-0.005
Si	1.371	17.676	9.523	0.005	0.003	0.007
Si	-1.356	4.073	9.507	0.004	-0.002	0.003
Si	1.362	6.799	9.52	-0.006	-0.002	0.006
Si	-1.36	9.508	9.515	-0.011	-0.003	-0.003
Si	1.352	12.243	9.532	-0.001	0.002	0.003
Si	4.086	14.96	9.519	-0.007	-0.003	0
Si	6.796	17.695	9.517	0.016	0.001	0.005
Si	4.073	4.087	9.513	-0.003	-0.008	-0.002
Si	6.801	6.796	9.534	-0.004	-0.002	0.004
Si	4.073	9.519	9.525	0.007	0.005	0.006
Si	6.797	12.247	9.519	-0.005	-0.005	0.002
Si	9.517	14.96	9.51	0.002	0.006	0.002
Si	12.243	17.685	9.53	-0.006	-0.008	0.005
Si	9.523	4.078	9.524	0.003	0.004	-0.007
Si	12.232	6.807	9.521	0.006	0.005	0.01
Si	9.505	9.533	9.52	0	-0.008	-0.001
Si	12.246	12.235	9.518	0.004	0.011	0.001
Si	0.011	16.315	10.88	-0.01	-0.003	-0.001
Si	2.714	2.735	10.884	0.004	0.005	0.001
Si	0.001	5.435	10.869	0.01	0.007	-0.009
Si	2.715	8.159	10.887	-0.005	-0.001	-0.009
Si	-0.01	10.877	10.879	0.009	-0.011	-0.006
Si	2.728	13.597	10.881	0	0.01	-0.001
Si	5.436	16.335	10.875	0.003	-0.009	-0.006
Si	8.162	2.721	10.885	0	0.008	0.001
Si	5.436	5.435	10.885	-0.005	0	-0.002
Si	8.149	8.17	10.889	0.002	0.001	0.004
Si	5.437	10.88	10.873	0.003	0.001	-0.007
Si	8.16	13.603	10.877	0.004	-0.003	-0.007
Si	10.876	16.319	10.871	0.005	0.008	-0.005
Si	13.608	2.724	10.881	-0.012	-0.012	-0.002
Si	10.87	5.452	10.881	0.002	-0.011	-0.005
Si	13.604	8.151	10.883	-0.001	0	0.001
Si	10.885	10.875	10.877	-0.004	0.007	-0.006
Si	13.594	13.6	10.886	0.007	0.001	0
O	10.959	13.915	27.385	0.182	0.269	-0.163
O	-4.007	11.809	33.662	0.129	0.038	-0.367
O	6.604	12.271	31.892	-0.386	0.184	0.088
O	7.17	14.807	31.628	0.125	0.025	-0.384
O	-0.006	5.275	32.794	-0.247	0.175	-0.186
O	8.083	7.432	32.455	0.286	-0.412	-0.31
O	2.079	12.887	33.012	-0.515	-0.325	0.137
O	-2.507	13.734	32.714	0.422	0.448	-0.203
O	-0.578	15.57	29.67	0.487	-0.112	-0.199
O	2.662	18.777	25.605	0.24	0.306	-0.235
O	4.151	14.523	33.622	0.121	0.064	-0.34
O	5.842	5.239	30.74	-0.204	0.433	-0.361
O	-0.287	10.286	29.913	0.427	-0.042	-0.405
O	2.326	16.392	22.913	-0.279	-0.256	0.305
O	2.489	11.096	22.838	0.231	-0.058	0.384
O	2.742	16.093	29.448	-0.379	-0.377	-0.249
O	11.525	16.859	26.502	0.048	-0.072	-0.643
O	1.171	6.851	23.965	-0.4	0.259	0.117
O	-0.126	11.307	22.233	-0.155	0.125	-0.183
O	-1.939	9.499	21.935	-0.264	-0.405	0.182
O	-1.727	8.382	30.958	0.368	0.082	0.27
O	-4.158	18.265	31.754	-0.304	-0.518	0.133
O	7.74	19.851	30.937	0.314	0.199	-0.098
O	-3.713	18.195	28.461	0.266	-0.023	0.315
O	11.727	13.732	23.051	0.251	0.156	0.378
O	-1.438	14.568	21.723	0.325	-0.411	0.388
O	7.469	7.862	29.894	-0.27	0.279	-0.107
O	-2.642	8.838	26.049	-0.092	0.054	0.351
O	7.411	9.815	31.697	0.193	0.25	-0.033
O	1.915	7.884	27.839	0.104	-0.006	-0.024
O	3.283	6.231	22.545	0.257	0.159	-0.031
O	7.412	14.345	25.761	-0.333	0.409	0.132
O	3.815	14.842	24.387	0.226	-0.3	-0.1
O	4.138	14.862	21.774	0.271	-0.144	0.156
O	10.837	11.595	26.094	0.201	-0.102	-0.449
O	11.957	6.837	21.703	-0.52	-0.086	0.29
O	-1.496	11.132	26.817	0.035	-0.028	0.495
O	-1.835	20.246	26.804	0.348	0.138	0.302
O	-2.051	11.948	30.91	-0.138	-0.403	-0.312
O	4.417	19.872	32.284	0.152	-0.335	-0.035
O	8.225	6.087	23.19	0.123	0.443	0.187
O	-4.588	13.078	31.214	-0.18	-0.378	0.115
O	-0.285	10.678	32.5	0.045	-0.141	-0.081
O	0.059	18.572	25.896	0.032	-0.226	0.369
O	9.422	7.297	28.144	0.293	-0.431	0.124
O	3.26	16.344	26.489	0.267	0.066	0.173
O	2.834	11.414	31.033	-0.168	-0.35	0.286
O	-2.569	6.011	31.487	-0.077	-0.452	0.356
O	-1.577	3.584	21.701	0.115	-0.214	0.18
O	4.363	4.559	24.287	0.246	-0.408	0.022
O	-0.505	15.308	24.076	-0.119	0.426	0.445
O	10.597	9.938	32.903	-0.569	-0.013	-0.08
O	-4.495	10.349	30.612	-0.001	0.559	0.209
O	6.104	9.163	25.571	0.3	0.535	0.205
O	-0.674	13.147	25.462	0.1	-0.065	-0.058
O	-1.166	10.182	24.355	0.483	0.05	0.134
O	3.614	7.42	29.85	0.263	-0.173	-0.099
O	9.755	14.901	21.65	-0.637	-0.42	0.149
O	1.16	18.662	23.437	-0.238	0.231	-0.091
O	11.205	7.822	26.272	-0.161	-0.038	-0.401
O	11.217	16.352	23.298	-0.215	0.18	0.445
O	6.546	10.772	23.484	0.063	-0.098	0.458
O	9.355	16.052	27.622	-0.369	-0.016	0.004
O	12.486	18.825	22.843	-0.386	0.114	0.021
O	-2.611	9.647	28.868	-0.074	0.175	-0.438
O	-2.613	11.886	23.008	0.017	0.068	0.375
O	10.534	15.157	32.355	0.024	0.17	-0.324
O	8.215	11.868	26.107	-0.319	-0.091	-0.239
O	-2.377	17.731	26.197	0.079	-0.393	-0.232
O	2.194	8.573	22.238	-0.486	0.324	-0.15
O	9.625	18.204	31.414	0.273	-0.348	-0.22
O	9.434	14.486	24.15	0.132	-0.097	0.373
O	-1.305	13.586	27.993	0.408	-0.148	0.322
O	4.846	18.3	27.038	0.263	-0.361	-0.075
O	-1.702	17.386	31.253	-0.34	-0.264	-0.158
O	9.313	4.005	21.92	0.15	-0.125	0.187
O	5.804	5.657	22.385	0.051	-0.32	0.025
O	4.022	3.803	21.811	-0.008	-0.557	0.425
O	9.241	9.55	26.782	-0.397	-0.138	0.187
O	9.502	9.299	21.839	0.197	-0.282	0.221
O	-2.754	14.352	30.09	-0.206	0.35	-0.066
O	-2.548	16.59	22.952	0.182	0.173	0.166
O	4.309	9.385	23.655	-0.147	0.009	0.57
O	10.696	5.506	23.625	0.075	-0.203	0.206
O	6.132	19.71	28.856	-0.268	-0.482	0.359
O	-0.124	16.834	22.004	-0.054	0.036	-0.503
O	6.584	8.145	23.183	0.427	0.084	-0.073
O	9.44	10.268	24.32	-0.144	-0.401	0.044
O	9.048	17.792	25.638	-0.141	-0.467	-0.276
O	0.285	16.059	32.262	0.261	-0.471	-0.177
O	0.535	12.635	30.913	-0.189	0.153	-0.43
O	4.83	15.954	31.083	-0.089	0.357	-0.276
O	1.102	13.254	23.488	0.321	0.282	0.214
O	6.106	12.784	27.403	-0.048	-0.544	0.297
O	11.939	4.228	27.488	-0.285	0.047	-0.155
O	4.025	12.096	28.756	-0.32	0.046	-0.042
O	0.987	4.439	24.889	-0.352	-0.095	-0.421
O	9.682	8.764	30.825	0.065	0.063	-0.555
O	9.13	13.078	31.316	0.16	-0.321	-0.187
O	7.288	15.916	23.638	0.24	0.057	-0.1
O	-2.525	5.399	28.903	-0.136	0.514	-0.077
O	-3.221	12.987	26.267	-0.17	0.343	-0.584
O	-3.733	7.33	24.176	0.035	0.52	-0.186
O	4.885	4.572	26.882	-0.062	0.12	0.489
O	8.839	3.865	24.517	0.367	-0.079	0.44
O	-1.75	19.437	24.284	0.553	0.14	-0.103
O	2.819	5.955	25.914	0.027	0.163	0.309
O	11.256	11.129	22.606	0.315	-0.423	-0.113
O	10.749	20.481	32.386	0.236	0.423	-0.384
O	11.104	19.858	29.908	-0.094	0.541	-0.214
O	2.398	18.273	28.13	-0.214	0.366	-0.086
O	7.804	5.415	29.007	0.346	-0.151	-0.059
O	7.019	17.408	31.65	0.13	0.06	-0.012
O	1.865	20.366	31.448	0.011	-0.086	-0.223
O	0.292	6.486	26.449	-0.319	-0.184	0.146
O	5.188	10.483	30.563	0.068	-0.29	-0.295
O	-0.336	5.049	30.243	0.191	-0.175	-0.666
O	7.047	13.372	23.351	-0.387	0.096	-0.028
O	-2.359	19.852	30.775	0.045	-0.088	-0.26
O	8.468	13.643	28.094	-0.318	-0.193	0.613
O	4.892	16.955	23.234	-0.22	0.441	0.271
O	7.169	19.528	26.478	0.484	0.104	0.352
O	5.272	6.722	25.467	0.293	-0.1	-0.42
O	-3.117	5.034	23.16	0.39	0.111	0.221
O	10.262	14.801	29.746	-0.013	0.587	-0.169
O	6.903	18.42	24.184	-0.464	0.231	0.106
O	2.994	8.418	32.328	0.016	0.314	-0.144
O	6.956	7.356	27.369	0.161	-0.197	-0.239
O	4.822	14.531	28.968	0.652	0.358	-0.194
O	-4.192	11.732	28.378	0.304	0.147	0.184
O	-4.291	7.988	31.711	-0.194	-0.449	0.125
O	0.014	9.074	26.369	0.373	0.198	-0.152
O	6.897	17.645	21.71	0.106	-0.246	0.341
O	1.457	6.658	31.122	-0.418	0.371	-0.207
O	4.504	8.221	27.493	-0.14	-0.052	0.128
O	0.733	17.694	30.188	-0.174	0.485	0.059
O	3.722	13.733	26.727	-0.041	-0.39	-0.063
O	-0.601	7.943	28.614	-0.346	-0.426	0.144
O	3.794	6.027	32.063	-0.17	-0.016	0.405
O	2.935	14.002	30.819	-0.138	-0.027	0.02
O	1.488	14.63	25.667	-0.316	0.196	0.225
O	11.212	9.225	28.421	-0.02	-0.207	0.352
O	3.089	9.797	29.04	-0.367	0.125	-0.16
O	-2.673	15.83	27.944	0.135	-0.156	-0.323
O	8.734	11.759	22.297	0.232	0.343	-0.175
O	10.106	18.633	27.822	-0.411	0.13	0.406
O	-3.005	6.26	26.478	0.078	-0.01	0.128
O	3.201	18.325	30.66	0.66	0.021	-0.251

Results
total energy: -103411.828 eV
total energy less fixed offsets of O -438.35, Si -107.03 eV per atom: -5.228 eV
